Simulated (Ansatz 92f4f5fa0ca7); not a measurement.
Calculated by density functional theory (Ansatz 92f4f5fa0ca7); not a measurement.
Periodic cell of 222 atoms, Si131O89As2, from a study of silicon, its oxide and their interface. The atomic structure is a simulated model.
Doubt: the cutoff is far below the 930 eV that the study's wrapper takes by default for these files, so forces and energies are approximate.
This geometry differs little from another in the collection (a relaxation step or a small displacement).

Settings
functional: PBE
potential files: Ansatz PAW
basis: plane waves
wave-function cutoff: 580 eV
density cutoff ratio: 5
exchange-correlation grid ratio: 1
k mesh: 1 x 1 x 1, Gamma-centred
self-consistency stop: 5e-08 eV per atom in the density residual
occupations: fixed
spin: none
net charge: 0

Cell vectors (angstrom)
a 10.938 0 0
b 0 10.938 0
c 0 0 32.1988

Atoms and the computed forces on them: element, x, y, z (angstrom), force x, y, z (eV/angstrom)
Si 10.6071 0.2521 24.847 -0.021 0.0004 0.0138
Si 5.893 10.616 24.6211 -0.0041 0.0114 0.0435
As 2.4128 2.9078 24.3039 0.0381 -0.0246 0.0172
Si 8.4293 2.5046 24.8126 0.0006 -0.0324 0.0044
As 0.4396 5.0583 24.8763 0.0372 -0.0207 0.0323
Si 5.1101 5.7153 24.6795 0.0085 0.0158 0.0077
Si 2.9268 8.0296 24.5884 0.0041 -0.0007 -0.0122
Si 8.0494 8.3021 24.8256 0.0103 -0.0054 0.1346
Si 1.3378 1.4658 25.9936 -0.001 -0.0126 -0.005
Si 6.8462 1.3158 26.0761 0.0072 -0.0084 -0.0041
Si 3.9482 4.0694 25.9304 -0.0007 0.0022 0.0085
Si 9.5463 4.1217 26.1322 0.0167 -0.0091 -0.0138
Si 1.3727 6.9259 26.0608 0.0102 -0.0317 0.0077
Si 6.7283 6.8086 26.0642 -0.0089 0.0093 -0.0073
Si 4.1347 9.5963 25.9032 0.0059 -0.003 -0.0084
Si 9.503 9.5923 26.1754 -0.0027 0.0037 -0.0053
Si 2.7403 0.0363 27.2847 0.0188 -0.0001 0.0067
Si 8.1502 0.0002 27.5395 -0.0035 -0.0105 -0.0267
Si -0.0047 2.7475 27.4684 0.0075 0.0007 0.0142
Si 5.4054 2.7461 27.3145 0.0017 -0.0193 -0.0083
Si 2.7111 5.4771 27.4056 -0.0076 -0.0068 0.0153
Si 8.1342 5.4844 27.4212 0.0033 0.0181 0.0011
Si -0.0075 8.2425 27.4448 -0.0178 -0.006 -0.0119
Si 5.415 8.2387 27.4114 0.0274 0.0015 -0.0091
Si 4.0818 1.3728 28.7285 -0.0032 0.0004 -0.007
Si 9.5636 1.3727 28.8281 0.0082 0.0033 0.0051
Si 1.3571 4.1251 28.8026 0.0046 0.0072 0.0132
Si 6.7874 4.0821 28.7504 -0.0047 0.003 -0.0111
Si 4.0824 6.8465 28.7768 0.0013 -0.0148 0.0041
Si 9.5475 6.8426 28.7771 -0.0003 -0.0004 0.0044
Si 1.3989 9.6143 28.744 0.005 -0.0068 -0.0103
Si 6.7769 9.5607 28.836 -0.0075 -0.0012 -0.0021
Si 0.013 -0.0012 30.151 -0.0057 0.0043 -0.0047
Si 5.4346 0.0255 30.1545 0.008 -0.0081 -0.0073
Si 2.7328 2.7377 30.1368 -0.0019 0.0014 -0.0034
Si 8.1798 2.7502 30.1487 0.0058 -0.0113 -0.0039
Si -0.016 5.4823 30.1531 0.0015 -0.0049 -0.0006
Si 5.4576 5.4739 30.1387 0.0014 0.0048 -0.0005
Si 2.7216 8.2194 30.1389 0.0088 -0.0049 -0.0012
Si 8.1921 8.2064 30.1572 -0.0043 0.0042 -0.0045
Si 1.3673 1.3673 31.515 0.0799 0.0569 0.0101
Si 6.8362 1.3673 31.515 -0.0595 0.0481 -0.0148
Si 4.1018 4.1018 31.515 -0.0182 -0.0363 -0.0438
Si 9.5708 4.1018 31.515 -0.1248 0.0812 -0.0185
Si 1.3673 6.8362 31.515 -0.0785 0.1397 -0.0784
Si 6.8362 6.8362 31.515 -0.0147 -0.0881 0.0187
Si 4.1018 9.5708 31.515 -0.1185 0.0249 0.0076
Si 9.5708 9.5708 31.515 0.0497 -0.0062 -0.0133
Si 2.7345 0 0.6835 0.0353 -0.0449 0.0991
Si 8.2035 0 0.6835 -0.0463 0.0568 -0.095
Si 0 2.7345 0.6835 -0.0454 -0.0221 0.054
Si 5.469 2.7345 0.6835 0.1141 -0.0307 -0.0014
Si 2.7345 5.469 0.6835 -0.0186 0.1378 -0.1403
Si 8.2035 5.469 0.6835 0.0716 -0.09 0.096
Si 0 8.2035 0.6835 0.0855 -0.1084 -0.0215
Si 5.469 8.2035 0.6835 -0.0126 0.0383 0.0528
Si 4.1198 1.3624 2.0525 -0.0024 0.0035 0.0032
Si 9.5642 1.3591 2.0519 0.0014 -0.0014 -0.0006
Si 1.3632 4.1256 2.0358 0.0073 -0.0017 0.002
Si 6.8466 4.0879 2.0567 -0.0018 0.0036 0.0021
Si 4.1029 6.8317 2.0534 -0.0005 -0.0027 -0.0013
Si 9.5766 6.8387 2.0506 -0.0002 0.0006 0.0021
Si 1.3788 9.5527 2.0495 -0.004 0.0025 0.0032
Si 6.8283 9.5909 2.0488 0.0057 -0.0026 -0.0004
Si -0.0071 -0.031 3.3866 -0.0064 -0.0104 -0.0051
Si 5.488 0.0143 3.4644 0.0072 0.0009 0.0113
Si 2.7715 2.7846 3.362 0.0057 0.0116 -0.0112
Si 8.1911 2.7016 3.4459 -0.008 -0.0109 0.0065
Si 0.0166 5.4827 3.4322 0.0053 0.0022 0.0006
Si 5.482 5.4667 3.405 -0.0034 -0.0035 -0.0008
Si 2.7645 8.2098 3.4433 0.0059 -0.0014 0.0071
Si 8.2068 8.2265 3.3802 -0.0016 0.0083 -0.0088
Si 1.3923 1.39 4.6266 0.0011 -0.0018 0.0025
Si 6.8452 1.3508 4.902 0.0011 0.0006 -0.0073
Si 4.1554 4.0863 4.7981 0.0002 -0.0022 -0.0015
Si 9.5757 4.0853 4.7591 0.0013 0.001 -0.002
Si 1.4128 6.8336 4.8158 -0.0004 -0.0019 -0.0033
Si 6.8278 6.8859 4.7258 -0.0008 -0.0035 0.0004
Si 4.1351 9.578 4.84 -0.0006 -0.0013 -0.0056
Si 9.5567 9.552 4.7866 0.0022 0.0016 -0.0013
Si 2.7455 0.111 6.0531 0.0024 -0.0055 0.0038
Si 8.2063 -0.0603 6.2591 -0.0019 0.0035 -0.0044
Si 0.0294 2.6719 6.0338 -0.0022 0.0033 0.0038
Si 5.4749 2.7263 6.2857 0.0025 -0.0021 -0.0041
Si 2.8146 5.4765 6.1733 -0.0013 -0.0003 -0.0028
Si 8.1743 5.4797 6.0393 0.0015 -0.0022 0.0027
Si 0.0116 8.1877 6.1501 0.0028 -0.0008 -0.0029
Si 5.5301 8.221 6.2222 -0.0015 0.0025 0.0029
Si 3.8374 1.5701 7.5944 -0.0031 0.0028 0.0042
Si 9.8399 1.1417 7.4426 0.0019 -0.0038 0.0016
Si 1.6309 3.7962 7.3035 0.0029 -0.0017 0.0038
Si 6.6507 4.4154 7.4746 -0.0013 -0.0019 0.0032
Si 4.4081 6.632 7.5335 -0.0014 0 0.0045
Si 9.3676 6.9485 7.4016 0.0015 -0.001 0.0074
Si 1.1403 9.9191 7.2872 -0.0022 0.001 0.0042
Si 7.1608 9.2271 7.6576 0.0007 -0.0004 0.0058
O 8.3151 8.0907 7.9092 -0.0026 -0.0028 -0.0058
O 2.7188 2.7345 7.9485 -0.0017 0.0001 -0.0031
O 9.5424 1.3978 24.2775 0.0039 0.0008 0.0016
O 4.0102 6.8491 24.1335 0.0031 -0.0049 0.0194
O 0.0285 0.0271 7.9492 0.0004 0.0012 -0.0024
O 5.5257 5.5091 8.0255 0.0024 0.0018 -0.005
O 6.9877 9.4308 24.2804 -0.0664 0.0608 -0.0963
O 3.8654 7.3895 8.9187 0.0018 -0.0007 -0.0036
O 0.8081 4.3711 8.5911 -0.0017 0.0007 -0.0033
O 9.8151 6.1753 8.7968 -0.0007 0.0002 -0.0046
O 2.1101 9.3847 8.4963 0.0027 -0.0032 -0.0016
O 7.5048 3.9255 8.7993 0.0002 -0.0006 -0.0011
O 4.273 0.9146 9.0573 0.0005 -0.0016 -0.0047
O 6.7294 9.5558 9.2107 -0.0007 -0.0003 -0.0036
O 9.213 1.8628 8.786 0.0001 -0.0001 -0.0029
O 7.7096 3.1745 23.503 -0.0208 0.0122 -0.0031
O 10.6808 5.6622 23.3148 -0.0196 0.0716 -0.1022
O 5.6208 0.2421 23.1009 -0.0338 0.0222 -0.0023
O 5.839 5.093 23.3421 0.007 -0.0021 -0.0093
O 3.4081 1.4792 23.5501 0.0233 0.0588 0.0059
O 2.2809 8.7271 23.2244 -0.0001 -0.0004 0.0018
O 8.7521 7.5535 23.5461 0.0393 -0.0387 -0.0124
O 0.1927 10.3416 23.5584 0.0107 -0.0124 0.0021
Si 4.5972 1.3417 22.4488 -0.0744 -0.0294 0.0091
Si 3.4995 7.9058 14.0091 0.0001 -0.0007 0.0055
Si 7.122 0.9385 14.6411 0.0003 -0.0002 0.0079
Si 0.9242 9.3452 22.5138 -0.0006 0.0103 -0.0117
Si 1.1893 4.2946 11.8644 -0.0002 0.0007 0.003
Si 6.2823 8.937 15.2779 -0.0002 -0.0005 0.0074
Si 0.6846 1.3549 12.2819 0.0004 -0.0007 0.0049
Si 8.6157 4.9188 20.5137 0.009 0.0241 -0.0014
Si 0.3283 5.7093 9.3541 0.0008 -0.0002 0.0034
Si 5.1103 3.0961 17.9159 0.0017 -0.0007 0.0054
Si 0.8892 3.7224 16.7368 -0.0013 -0.0022 0.0106
Si 10.4007 2.8155 19.2147 -0.0005 0.002 0.0143
Si 5.2868 1.1705 10.3352 0.0014 -0.0007 0.0035
Si 0.8964 0.1536 19.827 0.0031 0.0073 0.0051
Si 6.6505 9.4502 10.8487 -0.0005 -0.0004 0.0038
Si 9.3543 9.6567 18.2972 0.0023 0.0007 0.0081
Si 9.4021 9.2248 12.5428 -0.0001 0.0008 0.0044
Si 6.5414 3.8336 22.5763 0.0228 0.0048 -0.009
Si 2.4449 8.0665 9.3678 -0.0014 0.0003 0.0023
Si 10.6072 7.347 17.0561 -0.001 -0.0007 0.0097
Si 2.5262 6.2647 16.5584 0.0001 -0.0001 0.009
Si 10.1914 4.4712 14.1733 0.0007 -0.0018 0.0067
Si 6.1614 9.1457 18.4734 0.0002 -0.0013 0.0056
Si 7.9705 2.5699 9.5691 -0.0005 0.0002 0.004
Si 8.8881 2.1314 12.4352 -0.0009 -0.0003 0.0032
Si 5.3549 6.2146 18.0417 0.0016 -0.0028 0.0078
Si 3.9519 0.5149 19.4186 -0.0018 -0.002 -0.0025
Si 4.2841 3.828 12.0281 -0.001 -0.0013 0.0035
Si 5.5543 6.5842 12.1101 -0.0003 0.0002 0.0034
Si 8.0232 2.4758 17.2043 0.0043 0.0005 0.0092
Si 4.3678 2.4647 14.9406 0.0003 -0.0001 0.008
Si 1.5432 1.1971 15.2403 0.001 -0.0011 0.0088
Si 1.5811 9.4001 12.0313 0.0009 -0.0013 0.003
Si 8.0682 6.8256 13.8273 -0.0002 -0.0005 0.0062
Si 10.3929 9.8122 15.4611 -0.0006 -0.0002 0.0079
Si 9.8991 6.8946 22.5868 0.0364 -0.0447 -0.0051
Si 8.1284 5.4636 17.406 0.0014 -0.0045 0.0173
O 6.0534 7.9479 11.2704 0 -0.0011 -0.0015
O 6.0538 9.1525 16.8579 0 -0.0004 -0.004
O 7.6874 1.3496 13.174 0.0004 -0.0012 -0.0026
O 0.8946 1.7362 13.8524 0 -0.0011 -0.0031
O 9.4428 6.2362 16.8684 0.0006 -0.0008 -0.0055
O 6.7807 6.1744 13.0941 0.0021 -0.0013 -0.0011
O 5.142 4.6318 18.587 -0.0006 -0.0009 -0.0052
O 9.2378 2.1148 18.2562 -0.0022 0.0006 -0.0066
O 2.3805 0.0725 19.068 0.0042 0 0.0028
O 9.4194 10.2078 16.7357 0.0013 -0.0023 -0.0048
O 2.796 4.4243 11.6885 0.0005 -0.0016 -0.0007
O 5.0775 10.2828 19.0202 0.0001 0 0.0012
O 9.4368 3.2225 13.4815 0.0005 -0.0003 -0.0021
O 0.4678 1.7438 19.9458 -0.0027 -0.0012 -0.0042
O 3.1559 1.3534 15.0427 0.0008 -0.0008 -0.0029
O 8.1806 5.3769 19.0232 0.0105 -0.0061 0.0166
O 3.9102 6.5716 17.3657 0.0002 -0.0005 -0.0031
O 4.5956 3.2669 16.3575 0.0002 -0.0018 -0.0045
O 9.0792 5.6489 14.2914 0 -0.0004 -0.0024
O 5.3979 2.7473 22.1833 0.001 0.0033 0.001
O 10.6866 4.1312 15.6706 -0.0006 0.0003 -0.0034
O 0.3368 3.8437 18.2698 0 -0.0022 -0.0043
O 10.4384 10.5026 19.1841 -0.0002 -0.0011 -0.002
O 9.6548 9.9994 14.0023 0 -0.0012 -0.0025
O 10.9087 8.0863 22.1088 -0.0433 -0.038 0.016
O 1.1932 2.1379 16.5184 0.0011 -0.0007 -0.0051
O 9.7113 3.7057 20.4015 -0.005 0.0025 -0.0045
O 8.1606 4.0083 16.6857 0.0006 -0.0044 -0.002
O -0.0297 9.0905 11.8776 0.0001 -0.0009 -0.0007
O 6.5941 2.3911 17.9899 -0.001 0 -0.0025
O 5.5882 10.707 11.1844 0.0005 -0.0016 -0.0022
O 7.7664 9.5627 18.8138 -0.0013 -0.0014 -0.0008
O 10.0365 1.0119 12.0395 -0.0001 -0.0011 -0.0017
O 1.3192 6.9512 9.0575 0.0009 -0.0008 -0.0019
O 0.6396 4.7459 13.3375 -0.0009 -0.0005 -0.0013
O 5.725 7.5905 18.9559 0.0007 -0.0003 -0.0006
O 5.2422 5.0708 11.4888 0.0006 -0.0004 -0.0016
O 2.7293 6.9553 15.095 0.0001 -0.0011 -0.0035
O 0.9221 2.7297 11.4491 0 -0.0014 -0.0012
O 0.8706 10.6653 15.5233 0.0002 -0.0009 -0.0033
O 2.4229 8.5783 10.9029 -0.0002 -0.0002 -0.0007
O 4.7016 2.4181 11.2552 0.0001 0 -0.0012
O 4.2614 3.4992 13.6578 0.0007 -0.0008 -0.0017
O 2.2107 4.6552 16.4807 0.0013 -0.0001 -0.0035
O 10.7193 8.2256 15.674 0.0006 -0.0003 -0.0041
O 6.9397 10.2703 14.638 0.0002 -0.0014 -0.003
O 2.3471 8.9294 13.4126 0.0005 -0.0013 -0.0018
O 8.0329 1.5039 15.8862 -0.0007 -0.0021 -0.005
O 4.1406 6.9734 12.8347 -0.0006 -0.0004 -0.0022
O 4.1805 1.9782 18.6818 0.0014 -0.0012 -0.0017
O 7.2588 4.3859 21.2347 -0.0003 0.0004 0.0016
O 8.416 2.9213 11.0928 0.0008 -0.001 -0.0001
O 1.1966 6.8432 17.3375 0.0015 -0.0015 -0.0043
O 5.6529 1.547 14.728 0.0005 -0.0009 -0.0026
O 8.1383 9.7405 11.5691 0.0008 -0.0008 -0.0009
O 9.2093 6.2306 21.2721 -0.0145 -0.0215 -0.0137
O 8.9781 7.6891 12.8159 0.0001 -0.002 -0.0017
O 1.6629 0.107 11.8736 0.0004 -0.0003 -0.0016
O 6.6629 6.1165 17.0415 -0.0021 0.0005 -0.0032
O 7.4103 7.7759 14.9943 0 -0.0004 -0.0033
O 1.2021 10.2651 21.2047 -0.0035 -0.0094 0.012
O 10.0565 8.1834 18.3345 0.0014 -0.001 -0.0055
O 4.0634 0.7655 21.0244 0.022 0.0186 0.0537
O 0.3416 5.3231 10.9206 0.0006 -0.0014 -0.0006
O 6.7038 1.5628 9.6273 -0.0005 -0.0011 -0.0012
O 4.7879 8.687 14.653 0.0008 -0.0011 -0.0024

Results
free energy: -143605.785 eV
free energy less fixed offsets of As -4856.12, O -568.88, Si -635.61 eV per atom: 1.685 eV

The program warned: the cutoff lies below the one the program advises for these potential files; the forces do not sum to zero within the program's tolerance; the exchange-correlation potential is rough where the density is thin.
